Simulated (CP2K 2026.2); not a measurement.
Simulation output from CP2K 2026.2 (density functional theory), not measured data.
Periodic cell of 513 atoms, Si360O153, from a study of silicon, its oxide and their interface. The atomic structure is a simulated model.
Doubt: the forces sum to 1.63 eV/angstrom along one axis rather than to zero, so they err by at least 0.0032 eV/angstrom per atom on average; the grid cutoff is modest.

Settings
functional: PBE
method: Gaussian and plane waves
basis set: DZVP-MOLOPT-SR-GTH
pseudopotentials: GTH-PBE
grid cutoff: 350 Ry, relative cutoff 50 Ry
k points: Gamma only
occupations: fixed
spin: none
net charge: 0

Cell vectors (angstrom)
a 16.32 0 0
b 0 16.32 0
c -3.0928 -3.1943 34.5067

Atoms and the computed forces on them: element, x, y, z (angstrom), force x, y, z (eV/angstrom)
Si 14.83 15.062 0.215 0.091 0.014 0.696
Si 1.898 0.874 0.153 0.113 -0.155 0.591
Si 11.312 1.466 34.458 -0.191 0.042 0.566
Si -1.971 3.812 34.446 0.116 -0.059 0.758
Si 12.129 6.032 34.356 -0.136 0.164 0.777
Si 1.756 11.785 0.182 0.306 -0.151 0.556
Si 3.611 15.508 0.272 -0.025 0.009 -0.036
Si 6.269 1.912 0.093 -0.035 0.029 0.064
Si 4.506 3.646 0.222 0.291 -0.254 0.554
Si 7.329 6.252 0.189 0.147 -0.146 0.617
Si 0.375 6.842 34.493 -0.004 0.038 0.011
Si 7.046 12.082 0.052 -0.222 0.064 0.642
Si 9.855 14.659 0.131 -0.084 0.137 0.752
Si 12.605 0.95 0.073 -0.344 0.387 0.083
Si 9.022 4.522 0.175 -0.022 0.015 -0.024
Si 12.628 6.324 0.122 -0.031 -0.058 -0.075
Si 7.103 5.588 31.599 0.03 -0.018 0.123
Si 12.083 12.523 0.27 -0.067 -0.164 0.72
Si 0.079 0.008 1.396 0 -0.025 -0.05
Si 2.783 2.639 1.445 -0.002 0.004 -0.058
Si -0.092 5.471 1.255 0.006 -0.002 -0.057
Si 2.655 8.216 1.272 0.016 -0.015 -0.061
Si 0.003 10.765 1.358 -0.01 -0.02 -0.046
Si 2.718 13.609 1.37 -0.009 -0.002 0.005
Si 5.382 0.161 1.448 0.024 0.015 -0.028
Si 8.05 2.779 1.391 0.023 -0.064 -0.075
Si 5.531 5.372 1.436 -0.002 -0.004 -0.101
Si 8.16 8.121 1.367 -0.031 0.009 -0.032
Si 5.337 10.921 1.235 0.004 -0.056 -0.004
Si 8.204 13.59 1.41 -0.019 -0.004 -0.036
Si 10.959 -0.045 1.427 -0.024 -0.023 -0.054
Si 13.615 2.758 1.216 0.013 -0.004 0.043
Si 10.852 5.419 1.393 -0.003 0 0.015
Si 13.651 8.11 1.262 0.019 0.034 -0.048
Si 10.829 10.828 1.288 -0.033 0.026 -0.05
Si 13.598 13.649 1.608 0.02 -0.002 -0.029
Si 15.02 1.458 2.657 -0.039 -0.002 0.004
Si 1.323 4.093 2.6 0.023 0.018 0.02
Si 14.966 6.806 2.73 -0.004 0.021 -0.002
Si 1.338 9.465 2.78 -0.003 -0.024 0.006
Si 14.991 12.168 2.739 0.022 0.004 0.03
Si 1.326 14.896 2.779 0.055 0.004 -0.023
Si 4.073 1.381 2.938 0.018 -0.032 -0.024
Si 6.811 4.079 2.901 0.011 -0.036 -0.022
Si 4.078 6.832 2.599 -0.021 -0.012 0.021
Si 6.697 9.499 2.63 0.013 0.029 -0.028
Si 4.132 12.301 2.721 -0.025 -0.022 -0.024
Si 6.798 15.015 2.667 0.004 -0.044 -0.01
Si 9.501 1.365 2.646 0.027 -0.002 0.011
Si 12.196 3.991 2.691 0.037 -0.004 -0.031
Si 9.591 6.864 2.762 -0.006 -0.002 -0.029
Si 12.251 9.485 2.615 0.003 0.016 -0.01
Si 9.527 12.191 2.754 0.019 -0.011 0.03
Si 12.247 15.003 2.916 -0.03 0.017 0.052
Si 13.663 0.097 4.102 -0.011 0.005 -0.016
Si 0.025 2.767 4.062 0.003 -0.015 0.009
Si 13.569 5.411 4.03 0.023 0.007 -0.036
Si -0.011 8.124 4.135 0.003 0.007 0.022
Si 13.588 10.828 4.045 -0.004 -0.012 0.009
Si -0.012 13.548 4.127 -0.036 0.002 -0.004
Si 2.69 -0.055 4.151 0.003 0.01 -0.007
Si 5.44 2.744 4.237 -0.029 0.02 0.024
Si 2.701 5.462 3.97 0.007 -0.011 0.014
Si 5.4 8.154 4.043 0.012 0.017 0.003
Si 2.73 10.903 4.051 -0.005 -0.018 -0.039
Si 5.477 13.644 4.079 -0.007 0.02 0.024
Si 8.163 0.014 4.05 0.012 0.009 0.02
Si 10.85 2.684 4.077 -0.003 -0.019 0.028
Si 8.212 5.489 4.123 -0.006 0.005 -0.016
Si 10.937 8.195 4.097 0.011 0.011 0.021
Si 8.104 10.839 4.038 0.011 0 -0.027
Si 10.865 13.564 4.145 -0.001 -0.008 -0.015
Si 14.965 14.972 5.441 -0.011 0.003 0.003
Si 1.34 1.367 5.445 0.02 0.003 0.012
Si 14.953 4.093 5.419 0.002 0.008 0.007
Si 1.378 6.77 5.434 0.009 -0.019 -0.009
Si 14.941 9.501 5.449 -0.005 0.007 0.001
Si 1.376 12.22 5.462 0.026 -0.004 0.01
Si 4.093 14.943 5.476 0.002 0.004 0.02
Si 6.83 1.345 5.484 0.009 -0.017 0.011
Si 4.031 4.143 5.451 -0.009 0.016 -0.011
Si 6.789 6.828 5.43 -0.005 -0.002 -0.002
Si 4.07 9.526 5.417 -0.011 -0.011 0.008
Si 6.807 12.24 5.424 -0.002 -0.006 0.002
Si 9.498 14.96 5.446 -0.011 0.015 -0.013
Si 12.242 1.377 5.46 -0.005 0.004 0
Si 9.539 4.083 5.453 0.014 -0.01 0.012
Si 12.259 6.786 5.433 -0.006 -0.007 0.019
Si 9.508 9.526 5.417 0 0.016 0.003
Si 12.255 12.202 5.444 0.003 -0.003 0
Si -0.003 0.002 6.814 0 -0.002 -0.002
Si 2.702 2.736 6.799 0.006 -0.008 0.003
Si 0.003 5.429 6.795 -0.005 0.003 -0.003
Si 2.723 8.157 6.786 -0.006 0.004 -0.003
Si -0.006 10.865 6.8 -0.009 -0.003 0.008
Si 2.732 13.581 6.822 0.009 0.001 0.014
Si 5.451 -0.009 6.824 0 -0.001 0.009
Si 8.18 2.725 6.818 -0.007 0.001 0.011
Si 5.427 5.472 6.8 -0.011 -0.003 0.006
Si 8.159 8.171 6.794 0.012 -0.004 0
Si 5.437 10.88 6.783 -0.009 0.007 -0.007
Si 8.151 13.596 6.807 0.003 0.006 -0.001
Si 10.882 -0.007 6.798 0.005 -0.011 -0.003
Si 13.601 2.743 6.806 -0.017 0.013 -0.001
Si 10.895 5.441 6.806 0.003 -0.002 0.014
Si 13.602 8.141 6.813 0.005 -0.006 0.007
Si 10.869 10.872 6.798 -0.002 0.007 -0.007
Si 13.6 13.598 6.788 -0.01 0 0.001
Si 14.96 1.346 13.587 0 0.003 -0.001
Si 1.357 4.068 13.589 0.006 -0.013 -0.002
Si 14.966 6.803 13.594 -0.009 0.004 -0.004
Si 1.367 9.514 13.614 -0.003 0.004 -0.005
Si 14.975 12.249 13.612 0.021 -0.019 -0.005
Si 1.361 14.948 13.61 -0.013 0.003 0
Si 4.077 1.332 13.605 -0.005 0.014 0
Si 6.786 4.061 13.595 0.002 0.009 -0.002
Si 4.078 6.808 13.611 -0.008 -0.007 0.001
Si 6.803 9.531 13.604 -0.004 0 0.007
Si 4.076 12.241 13.595 0.002 0.004 -0.003
Si 6.788 14.958 13.605 0.014 -0.013 -0.001
Si 9.514 1.368 13.597 0.004 -0.005 0.001
Si 12.24 4.084 13.582 -0.007 -0.005 -0.007
Si 9.529 6.81 13.573 0.001 0.005 -0.003
Si 12.243 9.539 13.588 0.002 -0.009 -0.008
Si 9.528 12.239 13.614 0.002 0.004 -0.003
Si 12.242 14.949 13.608 -0.007 0.016 -0.001
Si 13.617 -0.018 14.957 -0.006 0.008 -0.009
Si 0 2.698 14.943 0 0.011 -0.013
Si 13.601 5.441 14.942 -0.021 0.002 -0.004
Si 0.02 8.133 14.97 0.027 -0.027 0.005
Si 13.58 10.916 14.956 -0.023 0.012 0.001
Si 0.02 13.593 14.993 0.001 -0.015 -0.007
Si 2.723 -0.029 14.981 0.002 -0.008 -0.004
Si 5.449 2.671 14.967 0.024 -0.008 0.009
Si 2.685 5.453 14.947 -0.006 -0.003 -0.004
Si 5.442 8.178 14.966 0.008 -0.014 0.005
Si 2.726 10.887 14.967 0.009 0.019 -0.013
Si 5.425 13.594 14.965 -0.001 -0.009 -0.013
Si 8.131 0.025 14.952 -0.017 0.017 0.008
Si 10.886 2.73 14.944 0.012 0.029 -0.003
Si 8.163 5.442 14.908 0.007 0 -0.012
Si 10.885 8.176 14.935 0.012 -0.016 -0.012
Si 8.158 10.892 14.976 -0.003 0.018 -0.011
Si 10.902 13.58 14.984 0.023 -0.021 0.005
Si -1.408 -1.426 16.345 0.009 -0.016 -0.035
Si 1.281 1.271 16.309 -0.007 0.016 0.015
Si -1.294 4.132 16.286 0.005 0.027 -0.041
Si 1.356 6.777 16.396 -0.01 -0.024 -0.026
Si -1.368 9.528 16.237 -0.017 0 0.008
Si 1.439 12.282 16.356 0.005 0.012 0.006
Si 4.12 -1.351 16.36 0.013 0.008 -0.02
Si 6.788 1.328 16.407 -0.016 0.006 -0.02
Si 4.046 4.056 16.229 0.001 0.015 -0.04
Si 6.875 6.846 16.27 -0.014 -0.02 0.008
Si 4.043 9.5 16.335 -0.017 0 -0.024
Si 6.739 12.207 16.332 0.006 0.022 -0.011
Si 9.506 -1.343 16.249 0.001 -0.019 -0.011
Si 12.316 1.421 16.28 -0.013 -0.002 0.001
Si 9.459 4.047 16.28 -0.008 -0.011 -0.014
Si 12.189 6.763 16.284 0.01 -0.002 -0.031
Si 9.589 9.58 16.309 0.009 0 -0.035
Si 12.271 12.258 16.412 0.011 0.015 -0.018
Si -0.069 -0.123 17.718 0.015 0.045 0.06
Si 2.647 2.692 17.547 0.003 0.052 0.027
Si -0.01 5.427 17.793 -0.013 -0.005 0.017
Si 2.715 8.149 17.745 0.042 0.02 0.014
Si 0.003 10.888 17.566 0.026 -0.014 0.064
Si 2.833 13.63 17.779 -0.033 -0.04 0.038
Si 5.44 -0.038 17.816 -0.006 -0.014 0.006
Si 8.15 2.721 17.736 0.031 0.036 -0.014
Si 5.464 5.432 17.484 -0.002 -0.029 0.006
Si 8.268 8.218 17.643 -0.008 -0.04 0.04
Si 5.388 10.816 17.727 0.032 0.052 0.048
Si 8.104 13.64 17.588 0.019 0.022 0.026
Si 10.914 0.035 17.523 -0.007 0.007 0.061
Si 13.717 2.793 17.64 -0.035 -0.028 0.031
Si 10.787 5.395 17.633 0.029 0.046 -0.013
Si 13.583 8.15 17.55 -0.009 0 0.018
Si 10.908 10.908 17.767 -0.012 0 0.018
Si 13.618 13.595 17.846 0.003 -0.02 0.018
Si -1.338 1.364 19.061 0.021 0.019 0.024
Si 1.378 3.975 19.073 -0.013 0.036 0.082
Si -1.455 6.852 19.035 -0.02 -0.047 0.047
Si 1.261 9.53 19.002 -0.034 0.005 0.036
Si -1.247 12.157 19.113 0.001 0.021 0.06
Si 1.348 -1.426 19.137 0.018 0.009 0.004
Si 3.938 1.37 18.979 -0.002 -0.025 0.071
Si 6.709 4.122 18.974 -0.013 -0.023 0.093
Si 4.2 6.752 18.937 0.017 -0.002 0.083
Si 6.866 9.5 19.024 -0.012 -0.033 0.03
Si 4.14 12.205 19.21 0.031 0.02 -0.002
Si 6.84 -1.43 19.175 -0.016 -0.02 0.063
Si 9.615 1.347 18.973 0.009 0.014 0.03
Si 12.245 4.1 18.933 0.017 0.021 0.009
Si 9.531 6.812 19.062 -0.007 -0.023 -0.015
Si 12.306 9.46 19.026 -0.028 -0.033 0.06
Si 9.463 12.347 18.977 -0.011 -0.033 0.048
Si 12.178 -1.238 19.042 0.009 -0.002 0.046
Si 13.075 0.595 20.251 -0.094 0.123 -0.564
Si 0.47 2.187 20.387 0.022 -0.042 0.015
Si 13.029 5.933 20.191 -0.148 0.199 -0.654
Si -0.517 8.609 20.289 0.06 -0.024 -0.046
Si 14.111 10.342 20.266 -0.013 0.031 -0.04
Si 0.608 12.969 20.382 0.058 -0.105 -0.562
Si 2.214 0.438 20.327 -0.237 0.181 -0.597
Si 4.852 3.177 20.129 -0.042 0.293 -0.649
Si 3.236 4.975 20.112 0.158 -0.255 -0.667
Si 5.997 7.649 20.23 0.149 -0.207 -0.618
Si 2.278 11.196 20.296 0.001 -0.017 0.051
Si 6.043 13.019 20.479 0.048 -0.099 -0.679
Si 8.683 -0.387 20.253 0.093 -0.209 -0.564
Si 11.382 2.326 20.203 -0.004 0.008 0.04
Si 7.7 5.863 20.219 -0.003 0.004 0.026
Si 11.286 9.006 23.242 0.015 -0.065 -0.195
Si 7.78 11.318 20.247 -0.222 0.214 -0.59
Si 10.333 14.175 20.184 -0.042 0.01 -0.055
Si 1.201 13.059 23.399 -0.021 -0.013 -0.232
Si -0.317 2.484 22.606 0.172 -0.061 -0.602
Si 13.511 4.5 22.972 -0.098 0.03 -0.086
Si 2.433 9.597 32.031 0.119 -0.013 0.124
Si 13.939 10.617 22.587 0.02 -0.125 -0.707
Si 2.415 10.382 22.518 -0.19 0.169 -0.693
Si -1.49 2.092 27.964 -0.039 -0.142 0.042
Si 6.535 8.517 25.669 -0.107 -0.037 -0.129
Si 3.586 5.687 23.096 0.063 -0.097 -0.232
Si -0.14 8.591 22.624 -0.164 -0.072 -0.63
Si -1.058 6.287 24.646 -0.001 0.114 -0.135
Si 5.615 1.702 25.622 0.064 0.106 -0.068
Si 5.996 3.93 29.211 0.096 0.058 -0.105
Si 8.271 4.856 22.253 -0.137 0.263 -0.611
Si 10.316 2.067 27.257 0.071 -0.08 -0.1
Si 11.359 7.716 20.299 0.146 -0.196 -0.585
Si 9.119 11.231 23.102 0.064 -0.03 -0.189
Si 13.616 13.536 23.565 0.016 0.082 -0.042
Si 8.323 8.162 30.427 0.09 0.073 0.076
Si 10.883 7.15 25.709 0.047 0.075 0.008
Si 10.486 -0.917 30.178 -0.076 0.065 0.012
Si 2.294 9.46 29.19 -0.038 0.069 0.096
Si 13.193 9.951 32.561 -0.086 0.017 0.155
Si -1.167 7.49 27.55 0.098 0.017 -0.062
Si 1.058 6.532 29.379 -0.116 -0.046 0.083
Si 12.849 0.72 25.986 -0.054 -0.022 -0.023
Si 1.307 12.235 32.612 -0.26 0.12 0.663
Si 13.611 -2.256 26.536 0.108 0.132 -0.033
Si 6.278 12.909 31.914 0.072 -0.045 0.129
Si 0.13 2.329 32.572 0.05 -0.128 0.18
Si 2.969 0.559 25.958 -0.031 -0.019 -0.009
Si -0.324 10.549 28.099 0.034 -0.077 0.047
Si 7.42 -0.653 25.24 0.069 -0.058 -0.086
Si 5.615 13.925 23.549 0.044 -0.034 -0.086
Si 3.078 -0.683 23.23 -0.094 -0.041 -0.141
Si 9.417 0.28 23.152 -0.048 -0.014 -0.34
Si 3.081 4.158 29.14 -0.025 0.086 0.039
Si 8.772 3.332 32.423 0.27 -0.018 0.747
Si 9.49 11.43 28.113 0.001 -0.18 0.016
Si 6.893 10.769 29.719 0.005 -0.103 0.03
Si 10.793 8.091 32.43 0.029 -0.067 0.108
Si 5.693 3.438 22.97 -0.093 0.011 -0.141
Si 8.223 5.993 24.98 0.053 -0.004 -0.039
Si -0.9 -2.203 31.582 -0.003 -0.008 0.25
Si 11.224 1.853 31.355 0.066 -0.115 0.245
Si 2.859 -0.547 29.862 0.067 0.003 0.086
Si 8.292 -0.247 28.141 -0.024 0.019 -0.04
Si 10.744 13.896 22.434 -0.27 0.104 -0.65
Si 6.844 0.998 32.568 -0.406 0.027 0.547
Si 10.859 2.996 22.392 0.195 -0.288 -0.649
Si 3.569 -2.098 32.423 -0.096 0.203 0.574
Si 1.29 6.623 32.322 -0.475 -0.08 0.513
Si 10.11 8.494 28.209 0.055 -0.039 -0.075
Si 1.392 2.614 27.164 -0.08 0.006 -0.023
Si -0.06 0.519 30.124 0.071 -0.106 0.107
Si 2.731 4.067 32.2 0.036 -0.036 0.108
Si 12.327 6.532 28.223 -0.04 -0.081 -0.131
Si -2.349 11.778 30.24 0.086 0.017 0.057
Si 4.823 9.718 27.478 0.081 0.075 0.09
Si 7.813 11.323 25.783 -0.028 0.03 -0.065
Si 12.412 3.521 29.211 -0.071 -0.005 -0.022
Si 4.787 8.49 23.077 -0.012 -0.109 -0.103
Si 14.161 0.13 23.218 -0.002 0.031 -0.081
Si 1.287 4.238 24.625 -0.116 -0.027 -0.188
Si 0.124 12.984 26.279 -0.003 0.007 0.049
Si 5.709 0.785 29.74 0.005 -0.098 0.081
Si 7.752 3.614 26.785 0.04 0.02 0.071
Si 11.851 13.113 28.897 0.019 0.048 0.028
Si 2.942 -2.223 27.359 -0.114 0.024 -0.028
Si 8.71 -1.536 32.543 0.053 -0.187 0.625
Si 6.066 6.527 34.461 0.266 -0.082 0.764
Si 5.087 12.305 26.051 -0.02 0.058 -0.096
Si 14.95 1.362 8.163 -0.015 -0.015 0.003
Si 1.345 4.074 8.172 -0.022 -0.008 0
Si 14.975 6.795 8.164 0.011 -0.002 0.011
Si 1.358 9.506 8.155 0.002 -0.015 0.008
Si 14.963 12.242 8.152 0.005 0.021 0
Si 1.367 14.958 8.163 0.009 0.013 -0.002
Si 4.08 1.373 8.152 0.015 0.004 -0.003
Si 6.791 4.088 8.149 -0.005 -0.01 -0.002
Si 4.078 6.819 8.17 0.015 0.016 -0.001
Si 6.8 9.53 8.154 0.014 0.017 0.001
Si 4.087 12.222 8.172 -0.009 -0.009 0.007
Si 6.798 14.947 8.18 -0.014 -0.004 0
Si 9.533 1.358 8.169 0.004 0.012 -0.002
Si 12.248 4.091 8.175 0.02 0.014 0.009
Si 9.516 6.802 8.152 -0.011 -0.01 -0.003
Si 12.23 9.509 8.156 -0.021 -0.003 -0.006
Si 9.525 12.244 8.16 0.019 0.005 0.012
Si 12.238 14.948 8.156 -0.012 -0.019 0.014
Si 13.594 -0.006 9.517 -0.004 0.007 0.006
Si -0.006 2.711 9.53 0.008 0.005 0.003
Si 13.611 5.446 9.527 -0.006 -0.002 0.003
Si 0.008 8.154 9.526 -0.008 0.004 0.004
Si 13.596 10.88 9.509 -0.001 0.002 -0.001
Si 0.001 13.596 9.519 -0.002 -0.007 0.004
Si 2.725 0.004 9.514 -0.003 0 -0.001
Si 5.441 2.725 9.517 0 0.008 -0.002
Si 2.714 5.443 9.518 0.004 -0.006 -0.001
Si 5.443 8.17 9.525 -0.013 -0.005 0.003
Si 2.717 10.867 9.52 0.007 0.003 -0.002
Si 5.439 13.588 9.533 0.008 -0.002 0.008
Si 8.163 -0.003 9.524 0.008 -0.013 -0.002
Si 10.887 2.72 9.526 0.007 -0.011 0.002
Si 8.153 5.444 9.512 0.001 0.009 -0.004
Si 10.874 8.159 9.52 0.005 -0.002 0.005
Si 8.159 10.888 9.515 -0.008 0.003 0.006
Si 10.883 13.598 9.526 -0.004 0.01 0.011
Si 14.965 14.961 10.877 -0.003 0.005 -0.004
Si 1.368 1.356 10.882 -0.007 -0.011 -0.007
Si 14.955 4.071 10.884 -0.006 0.003 -0.005
Si 1.363 6.797 10.892 -0.002 0.003 0.002
Si 14.964 9.526 10.871 0.005 -0.006 -0.007
Si 1.354 12.228 10.88 0.009 0.005 0.002
Si 4.071 14.952 10.876 -0.002 0.004 -0.004
Si 6.797 1.357 10.878 0.002 0.001 -0.002
Si 4.076 4.081 10.875 0.002 -0.005 -0.004
Si 6.792 6.797 10.884 0.005 0.007 -0.001
Si 4.085 9.524 10.886 0.002 0.001 0.001
Si 6.811 12.244 10.892 0.001 -0.009 0.001
Si 9.521 14.958 10.885 0.008 -0.002 -0.001
Si 12.234 1.348 10.884 0.002 0.006 0
Si 9.519 4.087 10.87 -0.008 -0.001 -0.005
Si 12.251 6.814 10.877 0.002 -0.01 -0.004
Si 9.512 9.522 10.874 -0.002 0.005 -0.009
Si 12.246 12.239 10.885 -0.004 0.002 -0.006
Si 0.013 -0.006 12.239 0.019 0.02 -0.001
Si 2.731 2.713 12.242 0.007 0.021 -0.004
Si -0.006 5.43 12.237 -0.01 -0.027 0.006
Si 2.728 8.165 12.245 0.018 0.01 0
Si -0.002 10.871 12.251 -0.023 -0.007 -0.009
Si 2.709 13.591 12.237 -0.015 -0.018 -0.005
Si 5.433 -0.014 12.232 -0.013 -0.018 0.005
Si 8.161 2.725 12.229 0.017 0.012 0.007
Si 5.426 5.435 12.246 -0.01 -0.015 -0.01
Si 8.15 8.165 12.234 -0.009 -0.016 -0.001
Si 5.446 10.888 12.243 0.014 0.02 -0.003
Si 8.168 13.605 12.256 0.011 0.016 -0.006
Si 10.875 -0.009 12.252 -0.014 -0.01 -0.011
Si 13.593 2.706 12.237 -0.018 -0.024 -0.003
Si 10.89 5.449 12.221 0.029 0.027 -0.004
Si 13.611 8.176 12.239 0.004 0.022 -0.01
Si 10.871 10.881 12.233 -0.015 -0.022 0.006
Si 13.612 13.603 12.244 0.015 0.012 0.004
O 12.151 3.629 23.192 -0.081 -0.032 0.633
O -1.609 3.468 22.647 -0.036 -0.052 -0.134
O 4.991 4.883 23.19 0.191 0.484 0.387
O 2.169 -1.982 23.52 -0.067 -0.081 0.323
O 2.721 -0.009 21.816 0.119 0.266 0.317
O -1.016 0.814 28.847 -0.234 -0.403 -0.271
O 5.065 -2.35 31.861 0.086 0.296 -0.573
O 5.588 8.14 21.728 0.285 0.051 0.199
O 1.373 9.16 22.853 0.091 -0.104 0.279
O 0.203 13.025 24.664 -0.556 -0.109 -0.059
O 0.845 3.1 23.555 0.61 -0.372 -0.08
O 8.489 0.143 21.814 -0.297 0.108 0.284
O 5.025 2.702 21.698 -0.166 -0.598 0.266
O 11.09 8.183 21.857 -0.169 -0.1 0.162
O 8.387 10.893 21.708 0.082 -0.247 0.302
O 4.659 10.76 26.236 -0.344 -0.29 -0.524
O 6.748 2.373 26.54 -0.032 -0.177 0.432
O 1.778 8.147 32.16 0.131 0.157 0.228
O 12.505 11.022 33.561 0.124 -0.129 -0.158
O 11.273 2.781 28.335 -0.106 0.043 0.071
O 11.733 -1.775 29.626 0.349 0.196 -0.08
O 1.672 8.003 29.351 0.161 -0.034 -0.12
O -2.009 9.022 33.259 0.093 -0.247 -0.421
O 11.285 7.593 28.863 -0.024 0.166 0.68
O 5.009 7.722 34.087 0.142 0.056 -0.525
O 3.507 9.736 33.227 0.055 0.644 -0.243
O 6.847 0.055 28.828 -0.055 -0.229 -0.379
O 2.342 2.928 28.418 0.077 -0.481 0.16
O -1.184 2.998 33.255 -0.191 -0.157 -0.365
O 2.07 11.689 23.426 0.186 -0.037 0.53
O 11.976 6.389 26.634 0.284 -0.587 -0.088
O 10.018 12.568 23.016 -0.113 0.054 0.491
O -2.349 1.651 26.674 0.137 0.2 -0.332
O -1.496 -1.951 33.074 -0.526 0.219 -0.324
O 10.033 -1.485 31.617 0.343 -0.192 0.113
O -0.759 9.047 27.689 -0.242 0.116 -0.139
O 8.108 -0.026 32.662 0.363 0.082 0.349
O 12.327 13.74 22.635 0.227 -0.172 -0.491
O 7.255 3.64 22.626 0.133 -0.546 -0.125
O 1.493 0.316 29.686 0.249 0.227 -0.462
O 12.871 13.208 27.664 0.196 -0.337 -0.009
O 5.939 0.512 31.322 -0.143 -0.527 -0.056
O 14.234 12.13 23.086 0.552 0.165 0.274
O 6.683 12.342 26.35 0.163 0.471 0.266
O 1.835 3.579 25.97 0.498 0.01 0.025
O 6.429 5.803 33.052 -0.099 -0.464 -0.211
O 7.374 2.508 32.27 -0.126 0.453 -0.234
O 10.135 8.265 26.615 -0.471 0.291 -0.297
O 12.022 9.023 31.945 -0.1 0.038 -0.815
O 8.013 -1.009 26.718 0.069 -0.568 0.105
O 9.982 8.787 33.625 0.261 -0.015 0.201
O 7.319 7.011 30.899 -0.2 0.095 -0.325
O 11.495 7.916 24.424 0.376 0.115 -0.102
O -1.094 -2.351 26.731 0.089 0.342 0.365
O 5.49 2.496 24.238 -0.357 0.148 0.036
O -0.158 2.868 27.501 -0.198 0.653 0.147
O 4.625 -1.15 23.25 0.303 0.466 -0.049
O 11.68 1.352 32.839 0.305 0.005 -0.101
O -2.282 10.739 31.454 0.336 -0.096 0.073
O 12.55 10.012 23.171 -0.16 0.143 0.395
O 0.547 6.225 30.908 -0.49 -0.113 -0.238
O 1.617 1.089 26.665 -0.554 -0.179 -0.07
O 5.868 8.755 24.227 0.333 0.15 -0.063
O 10.642 12.937 34.125 -0.082 -0.052 -0.338
O 7.482 7.24 25.637 0.023 -0.074 0.046
O 3.078 9.817 30.566 0.475 0.348 -0.167
O 11.341 1.305 26.229 -0.283 0.067 -0.392
O 9.756 4.198 22.324 0.052 0.401 0.13
O 7.534 4.675 25.595 -0.209 -0.03 -0.059
O 9.713 7.974 31.242 -0.021 0.021 -0.349
O 13.35 0.311 21.839 -0.254 -0.206 0.078
O 0.371 13.191 22.005 -0.255 0.032 0.207
O 0.711 1.031 33.354 -0.062 -0.223 -0.292
O 1.246 10.687 32.151 -0.434 -0.106 0.047
O 6.113 12.111 33.304 -0.434 0.244 -0.109
O -0.181 11.474 26.778 -0.155 -0.361 -0.546
O 7.891 10.374 34.146 0.152 -0.234 -0.269
O 8.699 8.024 28.854 -0.266 -0.142 -0.381
O 5.929 13.246 22.109 0.007 0 0.14
O 10.298 10.074 28.483 0.281 0.121 0.099
O 9.214 11.572 26.527 0.312 0.163 -0.366
O 13.916 5.479 24.203 -0.492 0.167 0.472
O 9.196 -1.072 29.2 -0.164 -0.576 -0.039
O 8.493 0.289 24.473 0.26 0.33 0.501
O 0.037 5.167 24.981 0.073 -0.108 0.55
O -0.097 6.504 28.259 0.055 -0.565 -0.091
O 3.291 -0.906 26.511 0.487 -0.132 -0.276
O 13.344 5.51 21.732 0.171 0.194 0.331
O 9.23 1.044 27.872 -0.01 0.304 0.043
O 1.102 10.502 28.872 0.066 0.403 0.357
O 3.342 9.439 27.995 -0.129 -0.103 -0.334
O 3.846 7.233 23.445 -0.355 0.222 0.609
O 1.271 3.469 32.547 -0.291 0.109 -0.086
O 7.54 9.571 30.614 -0.053 0.132 0.674
O 13.029 -0.753 26.626 -0.302 -0.062 0.476
O 6.994 -1.894 24.275 0.472 -0.363 -0.21
O 10.334 -1.057 23.227 0.169 0.181 0.19
O 3.858 3.417 33.14 0.078 -0.272 -0.439
O 2.926 5.503 21.635 -0.55 0.021 0.25
O 7.973 11.506 24.196 -0.558 0.358 -0.158
O 4.875 12.869 24.544 -0.556 -0.339 -0.2
O 4.194 0.282 29.439 -0.13 0.04 -0.511
O 13.215 13.406 25.117 -0.274 -0.474 -0.105
O 4.158 1.611 26.314 0.02 0.465 0.366
O 11.051 0.588 30.362 0.127 0.083 -0.287
O 12.244 2.95 30.727 0.288 0.099 0.173
O 2.61 5.664 32.458 0.575 0.289 -0.138
O 11.421 6.7 33.023 -0.261 -0.042 -0.236
O -0.459 7.23 23.459 -0.059 -0.138 -0.098
O 6.229 11.871 30.69 -0.118 -0.124 -0.043
O 7.417 9.794 26.086 0.366 -0.06 0.223
O 2.836 12.765 32.418 0.393 -0.36 0.029
O -1.424 11.223 29.055 0.02 0.291 0.058
O 0.435 13.216 31.669 0.199 0.074 -0.54
O 13.26 4.922 33.859 0.101 0.111 -0.373
O 5.421 8.356 26.834 -0.266 -0.557 0.163
O 4.579 4.412 28.572 0.04 0.296 -0.729
O 8.515 4.836 31.868 0.536 0.376 -0.193
O 5.759 10.252 28.686 -0.084 0.143 0.191
O 9.805 6.034 25.282 0.197 -0.457 -0.115
O 9.989 9.932 23.524 -0.296 -0.166 0.457
O -1.162 9.726 23.189 0.185 0.318 0.778
O 7.271 4.212 28.226 0.138 0.156 0.084
O 12.247 5.125 29.023 0.041 0.148 0.241
O -1.327 7.152 25.978 -0.066 0.118 -0.148
O 7.65 -2.565 31.881 0.113 -0.107 -0.348
O 2.895 -1.027 31.406 -0.529 0.195 0.08
O -2.406 3.134 28.775 0.256 0.178 0.259
O 1.543 13.456 26.879 0.025 -0.003 0.156
O -0.592 -0.799 30.876 -0.014 -0.074 0.066
O -1.922 13.273 30.677 -0.183 0.333 -0.15
O -1.784 -1.444 23.399 0.656 -0.171 -0.13
O 9.323 3.213 26.665 0.392 0.525 -0.406
O 6.052 0.172 25.416 -0.415 -0.143 0.226
O 2.811 0.445 24.355 -0.035 0.579 -0.238
O 8.068 6.01 23.376 -0.014 0.411 -0.085
O 13.176 0.631 24.404 -0.064 0.22 0.018
O 12.422 11.924 29.823 -0.32 -0.29 0.33
O 8.089 11.471 28.899 0.015 0.284 -0.013
O -0.796 1.019 23.17 0.273 -0.437 0.339
O 2.805 -1.864 28.923 -0.107 -0.428 0.2
O 9.799 2.593 31.43 -0.208 0.142 -0.564
O 13.778 7.206 28.334 0.025 0.3 0.405
O 5.857 2.354 29.471 0.004 0.1 0.197
O 2.199 5.486 28.952 0.059 0.098 -0.2
O 10.364 12.707 28.488 -0.257 0.362 -0.172
O 3.891 9.819 22.882 0.342 0.259 -0.1
O 2.509 5.129 24.122 0.058 0.31 0.512
O -0.203 1.818 31.083 -0.411 0.279 -0.44
O 3.175 3.75 30.697 0.409 -0.24 0.04
O 4.207 13.121 27.129 0.103 0.02 0.353
O 6.193 4.706 30.612 -0.515 0.135 0.246
O 10.273 1.663 23.138 -0.132 0.113 0.231

Results
total energy: -105603.284 eV
total energy less fixed offsets of O -438.35, Si -107.03 eV per atom: -4.934 eV
